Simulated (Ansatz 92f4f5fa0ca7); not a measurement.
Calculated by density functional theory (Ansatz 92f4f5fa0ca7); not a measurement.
Periodic cell of 240 atoms, Si147O87H6, from a study of silicon, its oxide and their interface. The atomic structure is a simulated model.
Doubt: the cutoff is far below the 930 eV that the study's wrapper takes by default for these files, so forces and energies are approximate.
This geometry differs little from another in the collection (a relaxation step or a small displacement).

Settings
functional: PBE
potential files: Ansatz PAW
basis: plane waves
wave-function cutoff: 580 eV
density cutoff ratio: 5
exchange-correlation grid ratio: 1
k mesh: 1 x 1 x 1, Gamma-centred
self-consistency stop: 5e-08 eV per atom in the density residual
occupations: fixed
spin: none
net charge: 0

Cell vectors (angstrom)
a 11.6015 0 0
b 0 10.938 0
c 0 0 32.8008

Atoms: element, x, y, z (angstrom)
Si -0.0101 -0.149 24.3562
Si 3.7595 0.0439 24.0328
Si 7.6908 0.1657 24.1349
Si 1.8133 1.3272 24.2904
Si 5.7406 1.4439 24.1542
Si 9.783 1.3125 24.1415
Si 0.1574 5.3913 24.0205
Si 4.2109 5.566 23.8565
Si 7.9279 5.4903 24.2029
Si 2.1059 6.754 23.9628
Si 6.1137 6.9758 24.0415
Si 9.8674 6.8024 24.1495
Si 1.9971 2.794 26.1022
Si 5.7622 2.8022 26.0708
Si 9.6967 2.722 26.052
Si 0.0403 4.1009 26.0268
Si 3.9047 4.2375 25.9277
Si 7.7611 4.0809 26.0736
Si 2.0798 8.0752 26.0094
Si 5.9022 8.2838 26.0008
Si 9.7437 8.1616 26.0762
Si 0.1168 9.3998 26.178
Si 3.9213 9.5913 25.9852
Si 7.8505 9.6224 26.0125
Si 0.0765 -0.0119 27.9839
Si 3.9155 -0.008 27.9574
Si 7.7858 0.0182 27.9659
Si 2.0022 1.3713 27.9906
Si 5.8327 1.3752 27.9627
Si 9.7314 1.3515 27.9764
Si 0.0189 5.473 27.9596
Si 3.9069 5.4841 27.9518
Si 7.7361 5.466 27.9816
Si 1.9754 6.8094 27.9877
Si 5.8286 6.8686 27.9353
Si 9.6714 6.8092 27.9926
Si 1.9336 2.7345 29.9015
Si 5.8008 2.7345 29.9015
Si 9.6679 2.7345 29.9015
Si 0 4.1018 29.9015
Si 3.8672 4.1018 29.9015
Si 7.7343 4.1018 29.9015
Si 1.9336 8.2035 29.9015
Si 5.8008 8.2035 29.9015
Si 9.6679 8.2035 29.9015
Si 0 9.5708 29.9015
Si 3.8672 9.5708 29.9015
Si 7.7343 9.5708 29.9015
Si 0 0 31.8351
Si 3.8672 0 31.8351
Si 7.7343 0 31.8351
Si 1.9336 1.3673 31.8351
Si 5.8008 1.3673 31.8351
Si 9.6679 1.3673 31.8351
Si 0 5.469 31.8351
Si 3.8672 5.469 31.8351
Si 7.7343 5.469 31.8351
Si 1.9336 6.8362 31.8351
Si 5.8008 6.8362 31.8351
Si 9.6679 6.8362 31.8351
Si 1.9336 2.7345 0.9679
Si 5.8008 2.7345 0.9679
Si 9.6679 2.7345 0.9679
Si 0 4.1018 0.9679
Si 3.8672 4.1018 0.9679
Si 7.7343 4.1018 0.9679
Si 1.9336 8.2035 0.9679
Si 5.8008 8.2035 0.9679
Si 9.6679 8.2035 0.9679
Si 0 9.5708 0.9679
Si 3.8672 9.5708 0.9679
Si 7.7343 9.5708 0.9679
Si -0.0388 -0.0125 2.9614
Si 3.8131 -0.0126 2.9288
Si 7.7103 0.024 2.8458
Si 1.8825 1.3619 2.9514
Si 5.7568 1.3345 2.8522
Si 9.6482 1.3736 2.9104
Si -0.02 5.4574 2.8997
Si 3.7907 5.4657 2.888
Si 7.6915 5.493 2.9028
Si 1.8682 6.8611 2.9112
Si 5.7368 6.8238 2.8893
Si 9.6563 6.8289 2.8991
Si 1.8435 2.6346 4.9756
Si 5.7507 2.7075 4.744
Si 9.6224 2.8115 4.8005
Si -0.0211 4.1087 4.846
Si 3.7812 4.0213 4.7635
Si 7.6666 4.1084 4.821
Si 1.8214 8.2349 4.8551
Si 5.7435 8.1984 4.8028
Si 9.6487 8.2157 4.8159
Si -0.0754 9.6843 5.0207
Si 3.7756 9.5331 4.867
Si 7.6955 9.5249 4.6916
Si -0.3167 0.1136 7.1368
Si 3.7468 -0.0888 6.8478
Si 7.7199 -0.0139 6.5471
Si 1.8468 1.3765 7.1354
Si 5.6881 1.2007 6.558
Si 9.456 1.558 6.7671
Si -0.0552 5.4989 6.7537
Si 3.8149 5.4649 6.5979
Si 7.6686 5.4442 6.7783
Si 1.8881 6.8129 6.7251
Si 5.7483 6.7881 6.6877
Si 9.592 6.8125 6.7245
H 5.6721 7.6108 7.9317
H 11.5247 4.6335 7.9809
H 1.9725 7.6381 7.9777
O 10.64 10.1298 8.4324
O 9.5689 7.7391 8.1092
O 5.3203 0.5497 10.0816
O 7.9885 9.9335 7.8727
O 3.8716 4.4457 7.8978
O 4.0161 9.9806 8.2669
O 7.6343 4.588 8.2133
O 9.1364 2.3983 8.1872
O 2.1338 2.469 8.4059
H 0.0279 10.0414 23.0589
H 9.7827 7.672 22.9307
H 7.93 4.6311 22.981
O 7.2862 10.3863 22.6961
O 10.2991 2.1656 22.788
O 3.4957 10.023 22.6807
O 4.6366 4.6333 22.5181
O 6.4301 7.8755 22.6586
O 1.8239 7.8972 22.7711
O 11.6229 4.4642 22.6234
O 5.9965 2.37 22.7902
O 1.4635 2.2836 22.9675
Si 8.2597 3.3989 9.1381
Si 3.2961 8.4058 11.9634
Si 7.3585 11.853 18.3426
Si 11.2183 4.4084 15.947
Si 3.0837 5.5316 11.291
Si 7.5797 3.9008 19.4662
Si 5.6482 6.6399 12.1171
Si 6.955 9.1231 21.7445
Si 9.9164 12.5109 13.3392
Si 4.002 3.6116 19.269
Si 2.6129 8.9526 21.8113
Si 10.1907 4.8408 18.6616
Si 4.6399 1.3558 17.2489
Si 4.8644 8.3981 19.886
Si 7.5075 10.963 13.1217
Si 9.7987 6.2094 13.8948
Si 7.2023 -2.1614 10.8786
Si 0.9755 3.2157 19.4025
Si 5.7228 2.3032 14.3619
Si 2.2467 8.3649 14.7505
Si 4.6875 10.0173 9.757
Si 10.8303 8.6227 15.3862
Si 9.2489 9.2397 8.6555
Si 12.3599 12.7243 14.7137
Si 7.1603 4.8328 13.8521
Si 5.5396 3.5058 21.7361
Si 15.6343 7.7409 17.0873
Si 10.3999 7.7953 18.2692
Si 5.7809 6.0334 18.505
Si 8.8208 0.1187 15.5928
Si 5.6039 2.0559 9.5306
Si 13.2139 0.7924 17.4724
Si 9.2242 4.2564 11.8751
Si 3.1171 14.6194 13.8392
Si 3.1411 3.604 9.0669
Si 0.4237 -1.2055 19.6767
Si 9.0697 9.8054 19.8405
Si 13.9206 -5.2554 15.9132
Si 0.0951 2.859 22.276
O 7.6807 4.2342 12.4148
O 5.1417 1.5666 15.7032
O 4.7483 -3.0065 12.5376
O 8.3803 8.8415 20.9721
O 7.1052 5.0986 18.434
O 9.2367 -2.0105 18.469
O 7.072 2.6181 9.9841
O 10.0116 3.0367 12.6373
O 13.6528 6.7407 14.6877
O 0.8078 8.9816 15.2014
O 7.7322 -0.6294 14.6172
O 1.08 2.1899 18.1383
O 2.7096 4.7013 12.6434
O 8.6697 9.0334 10.1869
O 6.9819 -1.1136 12.1085
O 3.6227 8.0656 20.8876
O 2.5108 7.0806 11.3572
O 10.084 10.0338 15.7065
O 8.3334 5.7706 14.5102
O 11.4593 11.9867 13.5511
O 6.4382 12.1822 13.3433
O 2.4588 3.7551 19.6919
O 9.8511 6.4049 18.8633
O 10.1507 7.8013 14.1181
O 0.1332 -2.7204 19.123
O 5.6686 2.158 7.9109
O 5.793 9.5241 20.6353
O 4.6627 2.8272 20.5417
O 10.5855 10.3074 20.2604
O 3.5226 9.5673 10.8307
O 0.2798 2.5109 20.6945
O 6.8673 4.0771 20.9332
O 3.251 -6.4345 15.2596
O 4.5456 5.1157 19.0366
O 7.2955 13.424 18.7312
O 3.2304 0.5637 17.4325
O 12.5502 10.5547 18.3716
O 5.9482 -1.9607 9.8365
O 6.7084 3.5642 14.7846
O 9.871 5.7093 12.3233
O 8.2515 11.5128 17.0284
O 10.6992 7.636 16.6834
O 12.6113 -5.9533 16.5501
O 4.1644 19.6449 18.4151
O 13.6287 2.4824 13.988
O 2.5159 8.998 13.2684
O 17.0486 -4.0884 17.099
O 14.5193 6.536 17.1689
O 4.5175 2.9503 13.4841
O 9.2213 23.4012 14.8388
O 4.3482 13.7595 17.8961
O 1.5352 9.7453 20.8647
O 11.4284 2.9059 15.4209
O 7.031 7.2238 11.4318
O 12.7775 11.6924 15.9011
O 8.9344 0.5781 12.4769
O 2.406 4.7025 10.0464
O 4.3039 2.9222 9.9995
O 10.9095 -5.5935 14.6767
O 9.2607 4.0481 10.2654
O 5.9147 5.8206 13.5008
O 4.7273 -5.2383 11.1236
O 3.5303 8.6432 15.7913
O 11.7069 4.5455 19.1173
O 9.1878 4.0168 19.6381
O 17.4027 11.4447 18.0364
O 17.5159 7.1621 19.6807
O 10.053 4.4126 17.0853
O 8.0623 0.121 19.5774

Results
free energy: -143021.567 eV
free energy less fixed offsets of H -15.97, O -568.88, Si -635.61 eV per atom: 1.483 eV

Forces (eV/angstrom), in the order of the atoms: element, x, y, z
Si -0.0016 -0.0086 0.0009
Si -0.019 -0.001 -0.0057
Si -0.0341 -0.0208 -0.0135
Si -0.0014 0.0201 -0.007
Si 0.0288 0.0135 -0.0087
Si 0.0309 0.005 -0.0167
Si -0.008 -0.006 -0.0036
Si 0.0051 -0.0195 -0.0101
Si 0.0055 0.0034 0.0026
Si -0.0158 0.0238 -0.0166
Si 0.0061 0.0175 -0.0262
Si -0.006 0.0053 -0.0029
Si -0.0065 0.0193 0.0036
Si -0.0213 0.017 0.0021
Si 0.0035 0.0236 0.0139
Si 0.0101 -0.0147 0.0128
Si 0.0303 -0.0267 0.0225
Si 0.0143 -0.0115 0.0027
Si -0.0029 0.0138 -0.0001
Si -0.0001 0.0157 0.016
Si -0.0057 0.0157 0.0012
Si 0.0027 -0.0054 -0.0058
Si -0.0083 -0.0253 0.0158
Si -0.0028 -0.0175 0.0069
Si -0.0013 0.0148 -0.0002
Si 0.0023 0.0127 -0.006
Si 0.0023 0.0145 -0.007
Si 0.0002 -0.0122 -0.0043
Si -0.0093 -0.0149 -0.0026
Si -0.0124 -0.0134 -0.0099
Si 0.0001 0.017 -0.0013
Si -0.0048 0.0084 -0.011
Si -0.0052 0.0116 0.0006
Si 0.0139 -0.0104 -0.004
Si 0.0006 -0.0129 0.0005
Si 0.0083 -0.0065 -0.0098
Si 0.0528 0.0718 0.1646
Si 0.0185 -0.0477 0.0525
Si 0.1089 0.0028 -0.0181
Si 0.0132 -0.0278 -0.0678
Si 0.1171 -0.0166 -0.1915
Si -0.0837 -0.0563 0.0591
Si 0.007 0.0348 0.0008
Si 0.0176 0.0463 -0.0942
Si -0.0173 0.014 0.0017
Si 0.085 -0.0395 0.1896
Si 0.0585 -0.0667 -0.0469
Si -0.0037 0.0621 -0.0711
Si -0.0096 0.0804 0.0596
Si -0.0069 0.1054 0.0148
Si -0.0065 -0.0109 -0.0378
Si 0.0072 -0.0745 0.0607
Si -0.0018 0.0046 -0.0573
Si -0.0208 -0.0437 0.024
Si 0.0158 0.059 -0.0125
Si -0.0044 0.0482 -0.0385
Si 0.0069 0.0137 0.0061
Si 0.0017 -0.053 0.0047
Si 0.0024 -0.0539 -0.0402
Si 0.0034 -0.0114 0.0268
Si -0.0477 -0.0544 0.286
Si -0.0676 0.0358 -0.1503
Si 0.0254 0.0294 0.0452
Si -0.0067 -0.0579 -0.0394
Si -0.1066 -0.0058 -0.1406
Si 0.0001 0.0391 0.1106
Si -0.0368 0.0465 -0.0329
Si -0.0845 0.0176 -0.014
Si 0.0149 -0.026 -0.0193
Si -0.0395 0.001 0.3219
Si -0.0905 -0.0373 0.1137
Si 0.0441 -0.075 -0.2359
Si 0.0016 0.0157 0.0065
Si 0.0011 0.0162 0.0085
Si 0.0068 0.0134 0.0078
Si 0.0013 -0.0159 0.0073
Si -0.0009 -0.0143 -0.0011
Si -0.0033 -0.0111 0.0039
Si 0.0048 0.008 -0.0061
Si -0.0002 0.0131 -0.0048
Si 0.0035 0.0154 0.0057
Si -0.0012 -0.0097 -0.0022
Si 0.0055 -0.0141 0.0009
Si 0.0058 -0.0113 -0.0022
Si -0.0086 0.0142 -0.0223
Si -0.0085 0.0147 -0.0011
Si 0.0007 0.0143 -0.0126
Si -0.007 -0.0182 -0.0012
Si 0.004 -0.0053 -0.0041
Si 0 -0.015 -0.0162
Si 0.017 0.0113 -0.0059
Si -0.0026 0.0158 0.0022
Si -0.0178 0.0065 -0.0035
Si -0.0051 -0.0147 -0.0196
Si -0.0194 -0.0176 -0.0074
Si 0.0078 -0.016 -0.0135
Si -0.0099 -0.0016 0.0158
Si 0.0141 -0.0192 -0.0032
Si -0.0073 -0.0259 -0.0012
Si 0.0105 0.0101 0.0181
Si -0.0014 0.0049 -0.0111
Si 0.0017 0.0251 0.0111
Si -0.0057 -0.0066 0.0107
Si 0.0061 -0.0053 -0.0061
Si -0.0043 -0.0109 0.0138
Si -0.0057 0.0087 0.0132
Si -0.0092 0.0114 0.0123
Si 0.0064 0.0179 -0.002
H 0.0037 -0.0019 -0.0093
H 0.0026 -0.0054 -0.0044
H -0.0047 0.0085 -0.0069
O 0.0317 0.0251 -0.0119
O 0.0004 -0.0134 0.0007
O 0.0107 0.0148 0.0227
O -0.0037 0.0143 0.0012
O 0.0044 0.0076 0.0025
O -0.014 0.0142 -0.0184
O -0.0005 0.0153 -0.013
O 0.0138 -0.0201 -0.0098
O -0.0151 -0.025 -0.0133
H 0.0006 -0.0102 -0.0001
H 0.001 0.0051 0.0025
H 0.0005 -0.0121 -0.0105
O 0.0186 0.01 -0.0033
O -0.0232 -0.0083 -0.0061
O 0.022 0.0242 0.0029
O -0.018 0.029 0.0153
O -0.017 -0.038 0.0218
O -0.0016 -0.0255 0.0062
O 0.0003 0.0167 -0.0039
O -0.0072 -0.0301 0.0083
O 0.0124 -0.0095 -0.0036
Si -0.0017 0.0036 0.0058
Si -0.0043 0.0053 -0.0096
Si -0.0034 -0.0019 -0.0082
Si 0.011 -0.0129 -0.0167
Si 0.0026 0.0005 -0.0038
Si 0.0027 -0.0016 0.0132
Si -0.0004 0.0009 -0.0183
Si 0.0108 0.019 0.0002
Si 0.0036 -0.0048 -0.0113
Si 0.0063 0.0028 0.0102
Si -0.0133 0.0006 0.0035
Si 0.005 -0.0056 0.0002
Si -0.0007 -0.0077 -0.0125
Si 0.004 0.0004 0.0154
Si 0.0093 0.008 -0.0112
Si 0.0052 0.006 -0.0103
Si -0.0026 0.0082 -0.0191
Si -0.0058 -0.0033 0.0102
Si -0.0021 -0.0028 -0.0151
Si -0.0086 0.0001 -0.0082
Si 0.0066 -0.0195 -0.0039
Si 0.0032 0.0134 -0.018
Si -0.0272 -0.0109 0.0018
Si 0.0003 0.0007 -0.0183
Si 0.0117 -0.0046 -0.014
Si 0.0085 -0.0024 -0.0078
Si -0.0047 -0.0011 -0.0152
Si 0.0016 0.0047 -0.0058
Si -0.0064 0.0037 0.0003
Si 0.0061 0.0009 -0.0247
Si 0.0048 -0.0103 -0.0085
Si 0.0006 -0.0019 -0.0128
Si 0.0047 -0.0074 -0.0066
Si -0.0027 -0.017 -0.0106
Si 0.0137 0.0082 0.0095
Si -0.0025 0.0076 0.0114
Si 0.0086 0.0025 0.0203
Si -0.0016 0.0041 -0.016
Si 0.0092 -0.0044 -0.009
O -0.0005 -0.0012 0.0057
O 0.0015 0.0019 0.0001
O 0.0006 -0.0005 0.0043
O -0.0085 -0.0032 -0.0112
O 0.0036 -0.0018 -0.0037
O -0.0011 0.0032 -0.0005
O 0.003 0.0063 0.0155
O -0.0049 0.0085 0.0023
O 0.0024 0 0.0069
O 0.0034 -0.0019 0.0077
O -0.0037 0.0005 0
O 0.0002 0.0048 -0.0029
O -0.0006 0.0087 -0.0003
O 0.012 -0.0008 0.0014
O -0.0017 -0.0132 -0.0011
O 0.0023 0.0008 -0.0164
O 0.0004 -0.0006 0.0066
O 0.0001 -0.0043 0.006
O -0.0007 -0.0021 0.0036
O -0.0018 0.0015 0.0061
O -0.003 0.0016 0.0076
O 0.0058 0.0082 -0.0076
O -0.0051 -0.0012 -0.0067
O -0.0015 -0.0031 0.0068
O 0.0045 0.0006 -0.0039
O 0.0088 0.008 0.0157
O 0.0068 -0.0065 -0.0083
O 0.0062 0.0043 -0.0069
O -0.0003 -0.0013 -0.0178
O -0.0075 -0.0007 0.0133
O -0.0099 -0.0012 0.0138
O -0.0095 -0.0033 -0.0092
O 0.0035 -0.0019 -0.0002
O 0.0047 -0.0036 -0.0081
O -0.0007 0.0025 -0.0066
O 0.002 -0.003 -0.0002
O -0.002 -0.0063 -0.0001
O 0.0004 0.0013 0.01
O -0.0001 0.0001 0.0036
O -0.0035 -0.0012 0.0014
O -0.0053 0.0045 0.016
O -0.0019 -0.003 0.0071
O -0.0044 -0.0023 0.0042
O 0.0008 0.0039 0.0038
O 0.0059 0.0098 0.0082
O 0.007 0.0007 -0.0065
O 0.0063 -0.0039 0.0035
O 0.0014 0.0005 0.0011
O -0.001 0.0031 0.0103
O -0.0033 -0.0005 0.0067
O 0.0022 0.0089 0.0048
O 0.0078 -0.0072 -0.0073
O 0.001 0.0063 0.0074
O 0.006 0.0054 0.0096
O 0.0002 -0.001 0.0103
O -0.0035 -0.002 0.0034
O -0.001 -0.0101 -0.0047
O -0.0103 0.0064 0.0087
O -0.0061 0.0102 0.0002
O -0.007 -0.0032 -0.0048
O -0.0085 0.0039 0.0042
O -0.0023 -0.0038 0.0061
O 0.0008 0.001 0.0015
O -0.0001 0.0022 -0.0104
O -0.0033 0.0009 -0.0156
O 0.0043 -0.0002 0.0015
O 0.0023 0.0058 -0.0097
O -0.0061 0.0025 0.0097
O 0.0002 -0.0005 -0.0108

The program warned: the cutoff lies below the one the program advises for these potential files; the exchange-correlation potential is rough where the density is thin.
